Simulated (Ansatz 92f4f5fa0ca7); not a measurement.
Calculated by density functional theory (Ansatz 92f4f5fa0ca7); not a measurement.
Periodic cell of 211 atoms, Si128O83, from a study of silicon, its oxide and their interface. The atomic structure is a simulated model.
This geometry differs little from another in the collection (a relaxation step or a small displacement).

Settings
functional: r2SCAN
potential files: Ansatz PAW
basis: plane waves
wave-function cutoff: 800 eV
density cutoff ratio: 5
exchange-correlation grid ratio: 1
k mesh: 1 x 1 x 1, shifted by 0.5 0.5 0 of a step
self-consistency stop: 1e-10 eV per atom in the density residual
occupations: fixed
spin: none
net charge: 0

Cell vectors (angstrom)
a 10.88 0 0
b 0 10.88 0
c -3.7613 3.5136 30.4108

Atoms and the computed forces on them: element, x, y, z (angstrom), force x, y, z (eV/angstrom)
Si 7.8439 10.3963 -4.7952 0.0147 0.0022 -0.0362
Si 10.2735 8.6962 0.1387 0.0021 -0.0071 -0.0197
Si 8.4827 10.2642 0.0804 -0.0075 0.0111 -0.0183
Si 11.265 2.9996 -0.3329 -0.0031 0.0034 -0.0335
Si 3.4377 4.9668 0.2232 -0.0011 0.0028 0.0065
Si 6.1103 7.4664 0.1521 -0.0067 0.0005 0.0008
Si 13.5695 11.7559 -0.3197 0.0098 0.008 -0.0389
Si 5.0582 3.1942 0.2215 0.0002 0.0082 0.0024
Si 9.492 6.85 1.3774 -0.0039 0.0034 -0.005
Si 12.1606 9.512 1.2502 0.0105 0.0143 -0.0058
Si 9.3335 1.2037 1.3304 0.0011 0.0025 -0.0041
Si 12.3817 4.1953 1.3279 0.0087 -0.0019 -0.0009
Si 4.302 6.7115 1.4688 0.0045 -0.0004 -0.0031
Si 6.8112 9.354 1.3872 -0.0002 -0.0035 -0.0017
Si 14.8887 12.4232 1.4918 -0.0096 0.0063 -0.0048
Si 6.7624 4.0905 1.5278 -0.0071 0.0019 0.0016
Si 8.1816 8.1437 2.859 -0.0039 0.0004 0.0015
Si 10.9002 10.9169 2.7061 0.0014 -0.0001 -0.0104
Si 8.1102 2.6253 2.7426 0.0024 -0.0008 -0.0058
Si 10.9284 5.4867 2.6508 0 -0.0028 -0.0022
Si 13.6132 8.1371 2.5755 0.005 0.0013 0.0008
Si 16.2798 10.8537 2.6202 0.0023 -0.0016 -0.0048
Si 13.5206 13.6738 2.8652 -0.0006 -0.003 -0.0064
Si 5.4826 5.4119 2.9719 -0.0044 0.001 -0.0021
Si 6.846 6.7983 4.219 0.0003 0.003 -0.0001
Si 9.5642 9.546 4.1239 -0.0001 -0.002 -0.0007
Si 6.7395 1.2981 4.0929 0.0006 -0.0022 0.0036
Si 9.5421 4.0592 3.9863 0.005 0.0039 0.0004
Si 12.2701 6.8244 4.0486 0.0016 -0.0016 -0.0058
Si 14.93 9.504 3.9892 0.003 -0.0024 0.0047
Si 12.1914 12.2535 4.1302 -0.0022 0.0009 -0.0031
Si 14.9269 4.0836 4.2334 0.0036 -0.0007 0.0006
Si 8.2225 5.3914 5.4349 -0.0029 -0.0029 0.0022
Si 10.9204 8.1614 5.4564 0.001 0.0015 0.0019
Si 8.1521 0.0001 5.4699 0.0001 -0.0018 0.0001
Si 10.8412 2.7422 5.4361 -0.0012 0.0022 0.0005
Si 13.5768 5.4889 5.5088 -0.0002 0.0008 0.0015
Si 16.2958 8.1932 5.4241 -0.0021 -0.0027 0.0025
Si 13.5965 10.8584 5.3885 0.0009 -0.0022 -0.0015
Si 16.3091 13.5574 5.5006 0.0006 -0.0001 -0.0016
Si 9.5296 6.7758 6.7842 0.0044 -0.0015 -0.001
Si 12.2836 9.5305 6.8049 0.0031 -0.0049 -0.0013
Si 9.515 1.3898 6.8159 -0.0025 0.0023 -0.0007
Si 12.1947 4.0814 6.8031 -0.0004 0.0012 0
Si 14.975 6.852 6.822 -0.0017 0.0031 -0.0005
Si 6.7765 9.5065 6.8055 0 0.0043 -0.0033
Si 14.9192 12.1895 6.7976 0.0001 -0.0006 0.0004
Si 6.8464 4.0638 6.8026 0.0032 0.0008 -0.0002
Si 8.148 8.1279 8.1387 -0.0008 -0.0021 -0.0024
Si 10.9093 10.8979 8.1415 0.0022 0.0026 -0.0025
Si 8.1914 2.7399 8.2075 -0.0001 0.0003 0.0024
Si 10.8346 5.4177 8.1599 -0.0052 0.0025 -0.0009
Si 13.6371 8.2001 8.201 -0.0015 0.0018 0.0034
Si 5.4029 10.853 8.1533 -0.0012 -0.0037 0.0005
Si 13.5463 2.6793 8.1297 -0.0017 -0.0009 -0.0018
Si 16.3708 5.472 8.1225 0.0037 0.0008 -0.0011
Si 6.8256 6.7952 9.5751 0.0022 0.001 0.0006
Si 9.5359 9.5116 9.433 -0.0002 -0.001 0.001
Si 6.7913 1.3299 9.4338 0.0047 0.0005 -0.0002
Si 9.5362 4.0965 9.6265 0.0037 0.0045 0.0022
Si 12.1995 6.8046 9.4133 -0.0033 -0.0028 -0.005
Si 14.9819 9.5469 9.6208 0.001 0.0007 0.0046
Si 12.225 12.2284 9.5895 -0.0002 -0.0006 -0.0016
Si 14.9615 4.0746 9.352 -0.0045 -0.0011 0
Si 8.1848 5.476 11.0056 0.0002 0.0024 -0.0011
Si 10.8818 8.1552 10.7909 -0.0008 -0.0002 0.002
Si 8.1667 10.86 10.7652 -0.002 0.003 0.0044
Si 10.8862 2.7051 11.0022 0.0001 -0.0034 -0.0009
Si 13.5544 5.4014 10.6446 0.0015 0.0024 -0.0034
Si 5.4998 8.1835 10.9633 0.0021 0.0006 0.0055
Si 13.5925 10.8932 11.0004 -0.0013 0.0008 -0.0022
Si 5.4294 2.7247 10.6904 -0.0045 0.0007 0.0041
Si 9.608 6.8842 12.3245 -0.0042 0.0054 -0.0008
Si 12.1589 9.4736 12.268 0.0001 0.003 -0.0031
Si 9.3898 12.216 12.2439 -0.0061 -0.0023 -0.0091
Si 12.384 4.0818 12.2169 0.0046 -0.0011 -0.001
Si 3.9419 6.7753 12.0164 -0.0008 -0.0009 0.0045
Si 6.967 9.5388 12.3026 0.0039 -0.0031 -0.0004
Si 15.0417 12.3409 12.2 0.0004 0.0042 -0.0021
Si 6.7307 4.0105 12.1512 0.0016 -0.0064 0.006
Si 8.7435 8.649 13.7094 0.0062 0.0009 -0.0004
Si 10.3643 10.473 13.4546 -0.0017 -0.0035 0.0094
Si 7.6081 2.2864 13.505 0.0067 0.0033 0.0007
Si 11.4721 5.8855 13.3808 -0.002 -0.0015 0.0128
Si 2.232 7.6161 13.4157 0.0034 0.0028 0.0226
Si 5.9564 11.3698 13.3654 -0.0045 -0.0009 0.0184
Si 14.2035 3.2367 13.5195 -0.0015 -0.0074 0.0054
Si 4.8864 5.0136 13.1704 0.0097 0.017 0.0373
Si 14.6059 8.4173 -6.2102 -0.0047 0.0073 -0.0208
Si 9.6947 4.8186 -4.9868 0.0068 0.0026 -0.0378
Si 5.975 5.6853 15.9036 -0.0091 0.0026 0.0279
Si 5.6211 6.4123 -4.7381 0.0007 0.0031 -0.0349
Si 9.9963 6.8755 20.2537 -0.0027 -0.0053 0.017
Si 9.4795 4.8038 -2.1783 0.0022 0.0077 -0.0516
Si 11.2129 7.3436 -2.3111 -0.0018 -0.0009 -0.0505
Si 11.4136 11.2441 15.3774 -0.0002 -0.0061 0.0381
Si 14.8206 4.1543 -3.8943 -0.0068 -0.0004 -0.0384
Si 12.2441 3.6761 18.0152 -0.0039 -0.0036 0.0402
Si 12.2929 5.0147 20.845 -0.0051 0.0073 0.0188
Si 5.4074 7.8921 -2.0436 0.0018 0.002 -0.0492
Si 7.7193 5.0593 19.6539 0.0017 0.0025 0.0199
Si 13.7029 2.4245 15.7161 -0.0071 -0.0065 0.0444
Si 5.3061 6.6563 18.4929 -0.0027 -0.001 0.0434
Si 6.8872 10.5868 -2.6335 -0.0092 -0.0019 -0.0215
Si 8.2215 2.3112 18.4365 -0.0009 0.0023 0.0312
Si 10.683 11.5133 -5.1608 0.0052 0.002 -0.024
Si 13.8836 6.1733 -1.7059 -0.0061 0.0047 -0.0427
Si 6.7739 11.3998 20.2305 -0.0068 0.0027 0.0215
Si 4.7874 10.8254 16.2598 0.0013 -0.0114 0.041
Si 9.2088 3.6242 -7.8791 -0.0011 -0.004 -0.0057
Si 6.0518 10.2098 -7.4349 -0.0069 -0.0021 -0.0148
Si 12.1333 7.5133 -7.496 0.0007 -0.0044 -0.0071
Si 10.8299 11.7289 18.2547 0.0009 0.001 0.0335
Si 10.2978 5.3246 16.1652 -0.0039 -0.0067 0.0393
Si 7.8774 3.2941 15.6425 0.0022 0.009 0.0449
Si 4.7068 1.5005 21.9413 -0.0008 0.0052 0.001
Si 14.0872 7.4913 20.6027 0.0004 -0.0028 0.0142
Si 12.0441 8.8932 18.972 -0.0036 -0.0108 0.0329
Si 8.4275 7.7731 15.9761 -0.0081 -0.0108 0.0463
Si 8.3481 7.4639 -5.6993 0.0063 -0.0002 -0.0233
Si 10.1326 11.6059 -8.1445 -0.0042 -0.0006 -0.003
Si 12.1581 3.3093 -5.216 -0.0131 -0.0046 -0.0107
Si 13.3574 8.894 16.1674 0.0013 0.0083 0.0515
Si 7.7911 5.7174 0.2478 0.0133 -0.0063 -0.0241
Si 12.0024 4.4388 -7.9554 -0.0022 -0.0009 -0.0048
Si 6.8317 9.4218 18.0172 -0.0099 -0.0045 0.0367
Si 12.0687 8.8885 -4.8737 0.0027 0.0082 -0.0338
Si 4.953 1.988 -1.8057 0.0007 0.0017 -0.0385
O 9.9541 2.2471 0.2293 -0.0045 -0.0055 0.0196
O 12.9698 10.281 0.0133 -0.0095 -0.007 0.0071
O 14.8618 6.8304 19.3602 0.0076 -0.0017 -0.0141
O 10.5085 11.3086 16.721 0.0186 -0.0018 -0.0415
O 8.0922 8.9479 17.0807 0.0106 -0.0121 -0.0273
O 8.3374 8.823 -4.802 -0.0089 0.0103 0.0164
O 10.686 3.8813 -1.585 0.0099 -0.0119 0.0306
O 8.7164 7.9148 -7.1951 -0.0023 -0.0015 0.0102
O 13.6346 9.181 -5.1622 -0.0031 0.0004 0.0092
O 5.9761 8.1045 18.333 0.0041 0.0055 -0.0125
O 5.7396 9.4279 -2.4657 -0.0013 -0.0055 0.0178
O 8.0688 10.4062 -1.5185 0.0069 -0.001 0.021
O 5.2102 11.4827 20.6833 0.0071 -0.0058 -0.0041
O 5.4111 11.4008 -8.3093 0.002 -0.0057 -0.0029
O 9.0982 11.4425 -4.8323 -0.0156 -0.007 0.0186
O 13.7173 7.8582 -7.4471 0.0007 -0.0003 0.0064
O 14.0516 5.2968 -3.0557 -0.0058 0.0133 0.0346
O 11.3717 10.2599 -4.4292 0.0003 -0.004 0.0103
O 12.7126 4.3248 19.4297 0.0011 -0.0076 -0.0245
O 8.0515 2.1943 16.8292 -0.0053 0.0022 -0.0448
O 11.4826 10.4238 18.9747 -0.0028 -0.0014 -0.0132
O 13.2207 8.7647 20.0912 -0.0049 0.0053 -0.0163
O 14.6212 11.7792 -1.5734 -0.0132 0.0014 0.0352
O 6.237 12.0369 -2.3199 -0.0042 0.0015 0.0129
O 10.0173 6.2927 -2.4788 0.0028 -0.0024 0.02
O 14.7459 12.1752 16.3359 -0.0018 0.0081 -0.015
O 4.2151 7.8866 21.8002 -0.0017 0.0008 -0.0006
O 12.3586 1.8778 -0.7956 0.0028 0.007 0.0231
O 6.5426 4.1688 16.0105 0.0028 0.0058 -0.0228
O 10.9073 11.3923 -6.7521 0 -0.0006 0.0123
O 9.126 2.008 -8.0558 0.0008 0.0005 0.0007
O 8.2337 4.9536 -1.1579 -0.0088 0.0061 0.0298
O 11.4071 1.9869 -4.6559 0.0018 0.0016 0.0082
O 9.21 3.9897 -6.2975 0.0023 0.0043 0.0146
O 11.3598 5.4573 14.9668 0.0123 0.0032 -0.0312
O 14.6863 7.5852 -1.9478 0.0142 -0.0019 0.0317
O 6.7937 7.6641 21.7785 0.0011 0.0021 0.0031
O 10.6379 8.5826 -1.4658 -0.007 0.0094 0.0285
O 10.7582 5.5366 20.7683 -0.0002 0.0008 -0.0066
O 13.4308 3.5248 16.9033 0.0158 -0.0067 -0.0269
O 5.4733 10.7873 14.8141 0.0054 0.0042 -0.0291
O 11.4443 8.2865 -6.2481 0.0001 0.0014 0.0124
O 12.1678 3.2947 -6.8291 -0.0007 -0.0021 0.0215
O 6.9865 10.676 -6.1757 0.0047 -0.0003 0.0204
O 9.4419 6.3946 -5.2087 0.004 -0.0063 0.0117
O 8.9628 4.2736 -3.6333 -0.0002 0.0016 0.0335
O 14.0204 1.9082 21.9488 0.0032 -0.0021 0.0019
O 9.1256 4.3313 15.6501 -0.0074 -0.0092 -0.0072
O 5.5379 2.8954 21.9501 -0.0023 -0.0011 -0.0011
O 5.9715 6.9067 -3.2253 -0.0019 0.0101 0.037
O 9.4412 1.3505 18.9138 0.0063 -0.0025 -0.009
O 13.4722 7.7567 15.0327 -0.0072 -0.0077 -0.0271
O 11.8447 7.8138 -3.704 -0.005 -0.0121 0.0331
O 4.5949 3.026 -2.976 0.0041 -0.0108 0.0388
O 14.8118 9.4806 16.5153 -0.0064 0.0042 -0.015
O 4.8391 9.3935 -6.7885 -0.0023 -0.0037 0.0025
O 11.798 2.1414 18.3226 0.002 0.0005 -0.0127
O 12.351 6.6038 -1.4429 0.0169 -0.006 0.0259
O 5.1907 5.8545 14.5362 -0.0076 -0.0185 -0.036
O 12.6265 8.4341 17.5275 0.0042 0.0127 -0.0305
O 6.9218 6.6895 -5.6524 -0.009 -0.0017 0.0159
O 5.1466 4.8586 -4.7287 -0.0072 -0.0033 0.0175
O 7.2428 10.052 19.4566 0.0011 -0.005 -0.0169
O 11.289 4.5939 -4.7444 0.0016 0.0023 0.0085
O 13.1348 6.3393 21.1698 0.0009 0.0009 -0.0087
O 9.6874 6.8218 16.4494 -0.0058 0.001 -0.0122
O 7.1688 6.7618 15.9322 0.0032 -0.0026 -0.0099
O 8.6839 6.3417 19.4873 -0.0044 -0.0038 -0.0083
O 11.9612 5.9187 -7.325 -0.0022 -0.0005 0.0014
O 4.9129 6.0426 17.0577 0.0065 -0.0089 -0.0326
O 6.2765 5.5458 19.1449 -0.0052 0.0041 -0.0155
O 9.4858 7.8283 21.4532 -0.0011 0 -0.0014
O 11.0612 4.6403 17.4272 -0.0083 0.0063 -0.0276
O 6.9448 1.8004 19.2617 0.0042 0.0016 -0.0145
O 5.9882 10.6393 17.3332 -0.0111 0.0062 -0.0269
O 12.5411 10.1089 15.53 -0.02 0.0049 -0.0118
O 7.7118 11.5323 21.541 -0.0011 -0.0029 -0.002
O 13.6973 3.4215 -4.7825 0.0142 0.005 0.0226
O 8.3953 3.8841 18.7709 -0.0008 -0.009 -0.0145
O 12.2508 1.7637 15.3141 0.0093 0.0086 -0.0224
O 7.5202 4.515 21.1612 0.0019 0.0003 -0.0079
O 10.8956 7.8077 19.3028 0.0084 0.0109 -0.0137
O 4.3925 7.2168 -5.386 0.0052 -0.0063 0.0177

Results
free energy: -129214.934 eV
free energy less fixed offsets of O -570.45, Si -639.56 eV per atom: -3.904 eV

The program warned: the cutoff lies below the one the program advises for these potential files; the forces do not sum to zero within the program's tolerance; empty levels may hold ghost states of the PAW files; the exchange-correlation potential is rough where the density is thin.
